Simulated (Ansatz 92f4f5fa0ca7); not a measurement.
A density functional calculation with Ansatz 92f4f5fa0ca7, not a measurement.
Periodic cell of 351 atoms, Si241O110, from a study of silicon, its oxide and their interface. The atomic structure is a simulated model.
Doubt: the cutoff is far below the 930 eV that the study's wrapper takes by default for these files, so forces and energies are approximate.

Settings
functional: PBE
potential files: Ansatz PAW
basis: plane waves
wave-function cutoff: 580 eV
density cutoff ratio: 5
exchange-correlation grid ratio: 1
k mesh: 1 x 1 x 1, Gamma-centred
self-consistency stop: 5e-08 eV per atom in the density residual
occupations: fixed
spin: none
net charge: 0

Cell vectors (angstrom)
a	11.6015	0	0
b	0	13.3963	0
c	0	0	40.5325

Atoms and the computed forces on them: element, x, y, z (angstrom), force x, y, z (eV/angstrom)
Si	0	2.2327	1.1851	-0.0042	0.0288	0.0243
Si	3.8672	2.2327	1.1851	0.0061	-0.0004	0.0345
Si	7.7343	2.2327	1.1851	0.0143	0.038	-0.039
Si	1.9336	5.5818	1.1851	0.0117	0.0123	-0.0006
Si	5.8008	5.5818	1.1851	0.0326	-0.0074	0.0407
Si	9.6679	5.5818	1.1851	0.0233	0.0127	-0.0014
Si	0	8.9308	1.1851	-0.0059	-0.0107	-0.0186
Si	3.8672	8.9308	1.1851	0.0204	-0.0545	-0.0231
Si	7.7343	8.9308	1.1851	-0.0013	-0.0358	-0.003
Si	1.9336	12.2799	1.1851	-0.0321	-0.0093	-0.0107
Si	5.8008	12.2799	1.1851	0.0473	0.0223	-0.0162
Si	9.6679	12.2799	1.1851	0.0029	0.039	0.069
Si	1.9336	1.1164	1.9745	0.0423	-0.0237	-0.0177
Si	5.8008	1.1164	1.9745	-0.0287	-0.0798	-0.0159
Si	9.6679	1.1164	1.9745	-0.0639	-0.0442	0.01
Si	0	4.4654	1.9745	-0.0417	-0.0416	0.0032
Si	3.8672	4.4654	1.9745	-0.0991	0.0161	-0.0261
Si	7.7343	4.4654	1.9745	-0.0831	-0.1355	-0.0058
Si	1.9336	7.8145	1.9745	0.0249	0.0428	-0.0077
Si	5.8008	7.8145	1.9745	-0.1044	0.1503	0.0077
Si	9.6679	7.8145	1.9745	0.0798	0.0204	-0.0006
Si	0	11.1635	1.9745	0.214	0.03	-0.0133
Si	3.8672	11.1635	1.9745	-0.0428	-0.0317	-0.069
Si	7.7343	11.1635	1.9745	-0.2012	0.026	-0.0064
Si	1.9336	1.1164	4.3426	0.0374	-0.0822	0.3365
Si	5.8008	1.1164	4.3426	-0.0956	-0.2026	0.2344
Si	9.6679	1.1164	4.3426	-0.1776	-0.0438	-0.0688
Si	0	4.4654	4.3426	-0.1382	-0.0945	-0.1353
Si	3.8672	4.4654	4.3426	-0.2541	-0.0508	0.1882
Si	7.7343	4.4654	4.3426	-0.1983	-0.3241	-0.446
Si	1.9336	7.8145	4.3426	0.048	0.0819	-0.0107
Si	5.8008	7.8145	4.3426	-0.2877	0.3269	-0.2008
Si	9.6679	7.8145	4.3426	0.2537	0.0504	-0.541
Si	0	11.1635	4.3426	0.5547	0.1357	0.0407
Si	3.8672	11.1635	4.3426	-0.1317	-0.1204	0.693
Si	7.7343	11.1635	4.3426	-0.501	0.1757	-0.0983
Si	0	0	36.192	-0.0449	0.1371	-0.0568
Si	3.8672	0	36.192	0.1991	0.0726	-0.0528
Si	7.7343	0	36.192	0.1515	0.0501	-0.0995
Si	1.9336	3.3491	36.192	0.0385	0.1521	0.186
Si	5.8008	3.3491	36.192	0.0655	-0.0056	-0.038
Si	9.6679	3.3491	36.192	0.0219	-0.0676	0.0272
Si	0	6.6981	36.192	0.1217	0.1565	-0.0237
Si	3.8672	6.6981	36.192	0.0054	-0.1525	-0.2211
Si	7.7343	6.6981	36.192	0.1275	-0.0513	-0.0333
Si	1.9336	10.0472	36.192	0.177	-0.1049	-0.0915
Si	5.8008	10.0472	36.192	0.2558	0.0747	0.1625
Si	9.6679	10.0472	36.192	-0.2503	-0.0846	0.2279
Si	0	0	38.5601	-0.0168	0.0519	0.0221
Si	3.8672	0	38.5601	0.0644	-0.0002	-0.011
Si	7.7343	0	38.5601	0.0427	0.0389	0.0172
Si	1.9336	3.3491	38.5601	0.0126	0.07	0.0047
Si	5.8008	3.3491	38.5601	0.0236	-0.0049	0.0051
Si	9.6679	3.3491	38.5601	0.003	-0.0217	0.0061
Si	0	6.6981	38.5601	0.0503	0.0744	0.0127
Si	3.8672	6.6981	38.5601	-0.0128	-0.0555	0.0175
Si	7.7343	6.6981	38.5601	0.0551	-0.0109	0.0118
Si	1.9336	10.0472	38.5601	0.0653	-0.0544	-0.0063
Si	5.8008	10.0472	38.5601	0.0892	0.018	-0.0048
Si	9.6679	10.0472	38.5601	-0.0892	-0.0511	-0.002
Si	0	2.2327	39.3495	0.0068	-0.0169	0.0037
Si	3.8672	2.2327	39.3495	-0.0098	0.004	-0.0209
Si	7.7343	2.2327	39.3495	-0.0132	-0.0279	0.0153
Si	1.9336	5.5818	39.3495	-0.0142	-0.0187	0.0205
Si	5.8008	5.5818	39.3495	-0.0213	0.0049	-0.0211
Si	9.6679	5.5818	39.3495	-0.0259	-0.0104	-0.0117
Si	0	8.9308	39.3495	0.0009	0.007	0.0003
Si	3.8672	8.9308	39.3495	-0.0178	0.059	-0.0245
Si	7.7343	8.9308	39.3495	0.0033	0.0336	0.0529
Si	1.9336	12.2799	39.3495	0.0332	0.0107	-0.0465
Si	5.8008	12.2799	39.3495	-0.0542	-0.0223	0.0008
Si	9.6679	12.2799	39.3495	-0.0079	-0.0444	-0.0193
Si	-3.5748	0.1046	28.9565	-0.0121	0.0157	-0.0079
Si	4.6377	4.184	27.1766	0.012	-0.0092	-0.0048
Si	13.3299	-2.4698	27.3229	-0.012	-0.0009	0.0394
Si	1.8778	-1.1094	30.3886	-0.0289	-0.0125	-0.0365
Si	1.9353	0.9669	29.265	0.0368	0.0041	0.0278
Si	11.7142	2.3222	32.2674	0.0055	-0.0007	0.0031
Si	-5.7034	12.7107	29.7561	-0.0024	-0.0029	0.0061
Si	7.8237	9.0624	29.9	0.0156	0.0031	0.0016
Si	13.2407	5.058	29.9643	0.0082	-0.0008	-0.0009
Si	7.6998	6.7979	29.0938	-0.0072	-0.0008	0.0004
Si	0.8167	6.2093	27.0393	0.0041	0.0006	0.0033
Si	5.9152	5.5785	30.0176	0.002	-0.0025	-0.0011
Si	5.4596	5.8265	25.6046	0.01	-0.0047	0.0081
Si	7.995	2.3707	29.6395	0.0096	-0.0008	-0.002
Si	3.7392	7.8375	24.0416	-0.0051	-0.0016	0.0067
Si	-2.4792	10.4856	26.8217	0.0031	0.0035	0.0014
Si	0.088	8.936	32.2401	-0.006	-0.0014	-0.0048
Si	4.8164	10.2112	18.9777	-0.0045	0.0042	-0.0059
Si	-1.9066	5.7434	29.797	0.0067	-0.0018	0.0003
Si	7.8133	8.976	32.2569	-0.0026	0.0019	0.0002
Si	9.9789	3.532	28.9789	0.0008	-0.0113	0.0004
Si	-0.0784	14.9641	26.15	-0.0028	-0.0038	-0.0038
Si	10.5728	17.0757	26.674	-0.002	-0.0024	0.0108
Si	10.9582	14.9049	23.2982	0.0046	-0.0036	0.0002
Si	-4.7854	-3.6343	26.6593	-0.0039	-0.003	-0.0025
Si	3.9742	2.0891	32.1023	0	-0.0081	-0.0165
Si	7.8369	2.2793	32.0888	0.0011	0.0001	-0.0016
Si	2.0273	5.5365	32.2397	-0.001	-0.0016	-0.0002
Si	6.4906	7.3867	27.1118	0.0016	-0.0054	-0.005
Si	9.7067	5.6196	32.1959	-0.0003	-0.0023	-0.0011
Si	0.273	9.0187	29.8801	0.0023	0.0019	0.0111
Si	6.0236	10.4012	28.9128	0.0061	0.0063	-0.0058
Si	2.3201	10.2071	29.4028	-0.0276	0.0128	-0.0167
Si	1.9713	12.2687	32.6393	-0.0002	0.0094	0.0239
Si	5.926	12.3444	32.1508	-0.0037	0.0027	0.0001
Si	9.8163	12.3089	32.2121	0.0004	-0.0004	-0.0034
Si	2.0155	1.1678	33.0918	0.0028	-0.0009	0.0021
Si	5.9318	1.1388	33.0058	-0.0008	-0.0027	-0.0076
Si	9.755	1.1671	32.962	-0.0041	0.003	-0.0012
Si	0.0448	4.5307	33.0761	-0.0019	0.0051	-0.0005
Si	3.9333	4.3595	32.98	0.0015	0.0021	-0.0017
Si	7.8022	4.4674	33.0157	0.0013	0.0021	-0.0008
Si	2.051	7.8116	32.9609	-0.0025	-0.0024	-0.0001
Si	5.8915	7.8388	33.0851	-0.0003	0.0021	0.004
Si	9.7348	7.8323	33.0149	0.0057	0.0039	-0.0008
Si	0.0293	11.1129	33.1532	0.0032	-0.0038	-0.0044
Si	4.0141	11.1917	33.0527	0.0003	0.0043	0.0019
Si	7.8301	11.2173	32.9916	0.0014	-0.001	-0.0021
Si	1.9451	1.1349	35.4358	-0.0028	0.0039	0.0006
Si	5.8185	1.1234	35.388	-0.0006	-0.0005	0.002
Si	9.674	1.1236	35.3637	0.001	-0.0005	0.0019
Si	-0.003	4.4777	35.4284	-0.0006	-0.0029	-0.0006
Si	3.8717	4.4397	35.3696	0.0003	-0.0033	0.0007
Si	7.7442	4.4579	35.3935	-0.0007	0.0002	0.0002
Si	1.9486	7.8124	35.3627	0.0008	-0.0015	0.0024
Si	5.809	7.8192	35.4323	0.0005	-0.0008	-0.002
Si	9.6758	7.8177	35.3923	-0.001	-0.001	-0.0018
Si	-0.014	11.1524	35.4739	0.0004	0.0011	0.0006
Si	3.8937	11.1629	35.4126	-0.0002	-0.0011	0.0006
Si	7.7435	11.1767	35.3788	-0.0002	0.0016	0.0007
Si	-0.0165	0.0156	5.1463	-0.0002	0.0012	0.0005
Si	3.8654	-0.0095	5.2191	0.002	0.0008	-0.0003
Si	7.7344	-0.005	5.1687	0.0005	-0.001	0.0007
Si	1.8973	3.3396	5.1658	-0.0002	0.0003	-0.0011
Si	5.7796	3.3376	5.1205	-0.0033	0.0026	0.0025
Si	9.6459	3.348	5.1021	-0.0017	-0.001	0.0058
Si	0.0027	6.6919	5.0933	0.0007	-0.0013	-0.0011
Si	3.8727	6.7032	5.1299	0.0007	0.0004	0.0013
Si	7.732	6.6976	4.9552	-0.0036	-0.001	-0.0028
Si	1.9301	10.0063	5.2419	-0.0001	-0.0015	0.0017
Si	5.7933	10.0472	5.2148	0.0001	0.0004	0
Si	9.6668	10.0779	4.979	0.0001	0.0006	-0.0007
Si	-0.1252	0.0159	7.5221	-0.0025	0.0012	-0.0003
Si	3.783	-0.0465	7.672	-0.0062	-0.0014	-0.0045
Si	7.6665	-0.0416	7.5697	0.0029	-0.002	-0.0021
Si	1.6947	3.3472	7.5533	-0.0018	0.0034	0.0027
Si	5.6064	3.2935	7.4738	0.0047	-0.001	-0.004
Si	9.4269	3.3071	7.4427	0.0055	0.0004	-0.0095
Si	-0.0487	6.6731	7.4277	-0.0067	0.0038	0.0049
Si	3.8823	6.6791	7.4979	-0.0009	-0.0027	0.001
Si	7.7302	6.6839	7.2208	-0.0021	-0.0028	0.0039
Si	1.8533	9.9041	7.7222	0.0019	0.002	-0.0017
Si	5.7416	10.0261	7.6648	0.0011	-0.0002	-0.0031
Si	9.6181	10.117	7.26	0.0041	0.0033	-0.0037
Si	-0.3193	2.2493	8.41	-0.0001	-0.0041	-0.0035
Si	3.6337	2.2464	8.3393	-0.0009	-0.002	-0.0025
Si	5.2227	7.7701	14.4461	-0.0019	0.0008	0.0064
Si	1.9103	5.6163	8.227	0.0022	0.0015	-0.0009
Si	5.868	5.55	8.1098	0.0015	0.0025	-0.002
Si	9.5855	5.5598	8.1164	0.0028	0.0033	0.0017
Si	0.9665	11.9225	10.4564	-0.0038	0.0017	0.0069
Si	3.9067	8.7824	8.5764	0.0026	-0.0027	0.0098
Si	7.7842	8.8874	8.041	0.0008	0.0001	0.0003
Si	1.7665	12.2044	8.2863	0.0032	-0.001	-0.0004
Si	5.7823	12.2638	8.4826	-0.0003	0.0012	0.0034
Si	9.6089	12.2314	8.3757	-0.0059	-0.0007	0.0006
Si	-2.5027	6.2616	10.3241	0.0021	0.0026	-0.0025
Si	3.6276	6.8225	21.1338	0.0059	-0.0057	0.0007
Si	7.4926	2.1844	8.3165	-0.0125	0.0019	0.009
Si	7.7095	10.9071	13.6915	0.0084	-0.0076	0.0025
Si	8.7995	2.1717	19.8504	-0.0017	-0.0056	-0.003
Si	14.8865	2.6021	10.6522	-0.0035	0.0046	-0.0076
Si	1.8092	15.849	16.1845	-0.0093	0.0007	0.0052
Si	7.7636	2.6791	10.636	0.0034	-0.0025	-0.0209
Si	5.5276	12.2139	11.6886	-0.0057	-0.0085	-0.0022
Si	0.5866	18.0818	16.7941	0.005	-0.0018	0.0023
Si	9.3862	8.4957	9.7252	0.0025	-0.0014	0.0022
Si	12.5557	13.5201	21.1799	0.0007	0.0022	-0.0008
Si	5.5008	1.8134	12.5206	0.0046	0.0051	0.0064
Si	10.6484	4.8544	11.4472	0	-0.0048	-0.0017
Si	5.9161	-0.0376	15.8253	-0.0015	-0.0054	0.0153
Si	-3.0097	0.1411	14.4742	0.0117	-0.0027	-0.0006
Si	4.3904	7.3601	11.4146	-0.0029	-0.0058	-0.0024
Si	7.3958	-0.223	21.2946	0.0003	-0.0028	0.0006
Si	7.8682	6.7716	15.5724	0.0027	-0.0003	0.0049
Si	0.8932	7.9167	16.9181	-0.0163	0.0115	0.0012
Si	10.2398	2.6382	10.6191	-0.0031	0.0013	0.0139
Si	-1.1178	5.6371	14.3621	-0.0019	0.0031	-0.0004
Si	1.5671	13.5757	11.9502	-0.0062	-0.0059	0.0021
Si	5.6847	10.3283	15.9553	-0.0015	-0.0031	0.007
O	14.3556	-5.4049	20.4624	-0.0018	0.0045	0.001
O	13.0411	-3.8696	26.5091	-0.0008	-0.0061	0.0096
O	4.5505	5.2273	17.5579	-0.0009	-0.001	-0.0008
O	20.4928	-14.8296	14.13	0.0033	0.0065	0.0024
O	-6.9356	2.7873	11.4971	0.006	0.0021	0.008
O	4.8112	9.1462	15.244	-0.001	-0.0026	-0.0047
O	4.7746	6.3419	20.053	-0.0006	0.0001	-0.0015
O	15.8472	-4.9009	10.2188	-0.0025	0.0045	-0.0113
O	47.504	0.9532	15.7997	-0.0003	0.0039	-0.003
O	-11.3659	-8.6616	26.5669	0.0002	-0.0075	0.0021
O	20.6313	12.4525	18.1135	-0.0065	0.0014	-0.002
O	21.2848	-12.8392	23.2156	-0.0059	-0.0048	-0.0008
O	30.9853	3.211	23.7938	-0.006	-0.0078	0.0038
O	9.4276	4.2042	25.5839	-0.0016	0.0031	0.0124
O	26.9085	0.5826	25.4389	0.004	0.0096	0.0049
O	-8.9456	12.2665	23.7005	-0.0017	0.0002	-0.0008
O	28.8314	9.8906	17.5523	-0.0015	-0.0014	0.0038
O	16.4695	-1.5415	18.9643	-0.0005	-0.0079	-0.006
O	6.9443	0.2854	14.5616	-0.0013	0.0007	-0.005
O	3.6791	1.1031	22.5086	0.0008	-0.0113	0.0017
O	13.9904	-11.9547	11.3587	-0.0005	-0.0039	-0.0007
O	4.6402	-5.4495	12.9264	-0.0007	0.0016	0.0007
O	14.3449	11.757	26.3442	0.0171	0.0006	0.0016
O	30.2659	-24.9312	11.9207	-0.0034	0.0005	0.0043
Si	6.3903	17.3472	23.3284	0.0027	0.0087	0.0076
Si	33.079	12.2676	29.831	0.0264	-0.0099	-0.0001
Si	8.4073	0.3795	17.3934	0.001	-0.0012	0.0044
Si	9.878	10.0321	24.6042	-0.0021	-0.0011	-0.0016
Si	14.4388	11.1197	12.4158	0.0034	0.0008	0.0071
Si	21.0725	8.8014	21.9946	-0.0058	-0.0014	0.0008
Si	10.0069	-4.7841	16.4345	0.0147	-0.0091	0.0014
Si	11.3238	8.8581	8.2468	-0.0049	-0.0046	-0.0054
Si	14.3866	3.9574	21.0498	-0.0014	0.0019	0.0013
Si	5.8289	3.3656	29.0765	-0.0044	0.0036	0.0028
Si	1.7567	-16.7391	14.8611	0.0211	0.0003	0.0172
Si	20.6377	-0.4546	26.8507	-0.0008	-0.0016	0.0004
Si	15.1297	-0.9869	25.0861	0.0084	0.0094	-0.0195
Si	-1.3381	11.4402	17.7857	0.0073	0.0037	0.0046
Si	35.7857	8.6703	25.2049	-0.0038	-0.0081	-0.0108
Si	-9.1935	0.8082	18.6066	-0.001	-0.0033	0.0044
Si	24.4052	12.7993	16.4122	-0.0017	0.0022	0.0021
Si	21.7978	-1.347	10.7244	-0.0006	-0.0024	-0.0002
Si	20.8399	-9.4429	23.9781	-0.0019	0.0058	-0.0101
Si	23.5443	-0.8225	28.635	-0.0187	-0.0301	0.0119
Si	8.6647	-0.4708	23.9038	0.0005	0.0004	0.0008
Si	1.9881	5.4949	10.5635	0.0031	-0.0006	-0.0042
Si	28.103	-8.4259	19.1383	0.0019	0.001	0.0045
Si	25.669	22.6223	19.4463	0.0013	0.0019	-0.0012
Si	2.9141	-0.332	22.2895	0.0029	-0.0025	-0.0005
Si	17.4452	5.593	32.3381	-0.0032	-0.0005	0.0068
Si	-0.0162	10.7411	20.5799	-0.0013	-0.0052	0.0057
Si	28.5359	5.2807	16.1123	0.0059	0.0094	0.0035
Si	10.9831	8.5519	13.7636	0.0028	-0.0145	0.0113
Si	15.9204	1.4542	29.7418	-0.0045	0.0206	0.0044
Si	9.8355	10.0074	29.0548	0.0026	-0.0046	-0.0004
Si	-2.0585	23.2414	11.5497	-0.0109	0.0046	-0.003
Si	19.0559	4.1062	20.3748	0.0004	0.0018	0.0016
Si	17.3183	10.2941	24.5038	-0.003	-0.007	0.0047
Si	16.2865	-13.7947	20.0942	-0.0002	0.0031	-0.0008
Si	27.4916	22.4822	29.8534	-0.0078	0.0012	0.0225
Si	14.4871	1.9646	25.6963	0.0041	0.0045	0.0062
Si	26.7459	16.065	22.9466	-0.0033	0.0056	-0.0046
Si	27.224	8.9661	32.2247	0.0058	-0.002	-0.008
Si	16.2368	7.0755	28.7016	0.0113	-0.0065	-0.0062
Si	10.3627	14.1677	12.0611	0.0083	0.0042	-0.0021
Si	18.4472	10.1835	21.386	0.0033	-0.0018	0.0024
Si	26.1471	5.6292	28.0349	-0.0091	-0.0024	0.0044
Si	12.1199	2.853	29.9857	-0.0087	0.0124	-0.0065
Si	23.3154	6.7256	29.211	-0.0072	0.0057	0.004
Si	6.8003	19.0527	10.267	0.006	-0.0077	-0.0011
Si	11.4888	17.2811	19.8743	0.002	0.0017	0.0028
Si	16.185	15.8593	14.7895	-0.0012	-0.0035	-0.0002
Si	9.709	5.7484	21.51	-0.0021	0.0031	-0.0005
O	13.351	-1.8587	15.5351	-0.0016	0.009	-0.0005
O	16.1769	9.134	24.5273	0.0046	0.0097	0.0042
O	28.8661	23.1188	20.3268	0.003	-0.0036	0.0049
O	8.9174	6.0092	14.5843	-0.004	0.0011	-0.0004
O	11.792	1.0675	24.6124	0.0021	0.0015	0.0013
O	33.7357	0.3844	26.8096	0.008	0.0052	0.0062
O	29.2661	12.335	10.1443	0.0067	-0.0034	-0.0086
O	14.4864	23.5036	13.6845	0.0052	-0.0003	-0.0107
O	18.464	7.6192	14.5755	0.0004	-0.0007	-0.0027
O	29.2285	0.3522	20.6274	-0.0009	0.0036	0.0006
O	3.9291	-10.5469	26.5316	-0.0024	0.0049	0.0037
O	11.0599	5.0946	20.8849	0.004	-0.0027	-0.0016
O	3.965	-1.1787	21.3513	-0.0049	-0.003	0.0087
O	6.62	-1.7588	12.7295	-0.0012	0.0039	-0.0003
O	-2.2764	5.2892	23.0448	0.0006	0.0015	0.001
O	38.6821	30.6764	19.814	-0.0002	0.0006	-0.0012
O	-7.3909	7.4164	22.5369	0.0043	-0.0052	-0.0138
O	6.4229	57.9688	19.1422	0.0014	-0.0008	-0.0009
O	21.0219	-1.9284	23.9049	0.0012	0.0011	0.0027
O	-6.7872	1.1495	15.7715	-0.0038	0.0042	-0.0044
O	18.7105	37.1482	15.1174	0.0006	-0.0013	0.0029
O	5.719	-6.9693	11.2285	-0.0036	0.0039	0.0028
O	10.5498	4.6444	13.0799	-0.0006	-0.0015	-0.0006
O	12.0684	-21.1498	11.1502	-0.0063	0.0032	0.0005
O	2.4419	3.968	10.8971	-0.0028	-0.0055	-0.0002
O	9.7247	23.503	17.0243	0.0005	-0.0053	-0.0051
O	10.6675	-4.5915	12.2027	-0.0017	-0.0056	-0.0177
O	18.6927	4.1619	10.889	-0.0022	0.0014	0.0005
O	20.1924	-11.6712	18.2832	-0.0016	0.0032	0.0004
O	1.5443	10.287	20.329	0.0086	-0.003	-0.0017
O	-0.7232	-2.5497	19.1421	-0.0028	0.001	-0.0094
O	11.8528	0.7046	12.7867	0.0041	-0.0015	0.0021
O	-8.6091	-6.8884	11.3795	0.004	0.0071	0.0026
O	39.7989	-1.6565	24.831	0.0039	-0.0029	0.0003
O	8.5555	0.8021	20.751	0.0046	0.0017	0.0017
O	-22.9232	28.1566	21.996	0.0081	-0.0006	-0.0033
O	18.5021	19.098	16.3515	-0.0032	-0.0031	0.0003
O	15.8837	-2.2269	11.6765	-0.0067	0.0001	-0.0011
O	26.1498	2.7322	15.0055	0.0096	-0.0012	-0.0078
O	9.9619	-6.0645	21.5562	0.0041	-0.0049	-0.0008
O	-0.6075	18.223	15.6772	0.0003	-0.0041	-0.0025
O	20.9071	1.011	13.3132	-0.0017	-0.001	0.0003
O	-5.3364	5.3109	24.2396	0.0012	-0.0008	0.0009
O	27.2772	19.9863	25.0509	-0.0117	0.0066	0.001
O	23.0186	6.9814	14.0456	0.0013	-0.0055	-0.0033
O	6.5183	17.5872	21.7261	0.0035	0.0022	-0.011
O	28.3712	11.8934	15.7778	0.0001	0.0016	-0.0045
O	13.3225	24.0483	11.2967	0.0002	-0.0035	-0.0012
O	34.68	-3.7677	24.477	0.0004	0.0027	-0.0002
O	8.3388	-3.5949	12.6791	0.0038	0.0023	-0.0034
O	37.2748	12.6374	12.963	0.0013	0.0016	-0.0009
O	-0.2627	12.3138	16.9348	-0.008	-0.0021	0.0054
O	2.3892	15.5706	17.7135	0	-0.0005	0.0013
O	23.1977	4.3472	18.3001	-0.0012	-0.0009	0.0016
O	31.2505	9.093	21.2579	-0.0013	0.0018	0.0001
O	20.3339	34.3747	16.7431	0.0011	0.0004	-0.0018
O	-6.2865	17.2167	15.367	0.0009	-0.006	-0.0045
O	22.069	-23.7478	23.4244	0.0049	0.0005	0.0006
O	24.6416	21.9728	18.3258	0.0059	-0.0003	0.0025
O	11.5704	-1.1737	21.2602	-0.0029	0.0004	0.0079
O	36.6822	8.7476	15.8485	-0.0009	-0.0054	0.0051
O	31.4636	13.3462	25.4322	-0.003	0	0.0045
O	39.4078	6.4227	15.1703	-0.0013	-0.0002	-0.0025
O	12.751	40.8553	19.6449	0.0015	0.0031	-0.0057
O	-2.4103	-4.4946	23.6165	-0.0008	-0.0015	0.0046
O	21.3625	22.1895	14.8077	-0.0123	-0.0003	0.0139
O	6.8108	0.0803	17.1857	-0.0007	0.0015	-0.0037
O	23.5656	-3.6003	14.0945	-0.0088	0.0124	-0.023
O	9.1332	14.0086	15.9395	-0.0024	-0.0003	-0.0034
O	14.283	5.5357	21.51	-0.0031	-0.0028	0.0001
O	33.8973	-3.6136	21.5394	0.0115	0.0094	-0.0004
O	7.5079	11.599	20.8577	0.0003	0.0009	0.0009
O	16.6332	27.055	12.2566	-0.0059	0.0082	0.0008
O	3.7861	-12.6007	19.459	-0.0002	0.0031	-0.0014
O	7.3565	-0.3032	22.9376	-0.0002	0.0014	-0.0005
O	12.965	3.4403	20.4239	-0.002	-0.0007	-0.0007
O	0.4381	-6.1568	25.7934	-0.0013	0.0049	0.003
O	-9.4339	8.2854	24.145	0.0042	0.0014	-0.002
O	14.1465	29.5152	24.2689	-0.0026	-0.0021	0.0027
O	24.388	6.2684	16.8889	0.0003	-0.0035	-0.0003
O	24.7255	-25.0762	26.605	0.0012	-0.0046	0.0024
O	41.1502	-16.497	22.963	0.0008	0.002	-0.0002
O	-26.306	45.5545	20.4832	-0.0021	0.0003	-0.0007
O	21.9596	2.6965	19.9883	0.0032	0.0008	0.0014
O	2.2902	-0.4981	17.6335	0.0062	0.0019	0.0043
O	39.8395	16.4775	23.5181	-0.0019	-0.0006	0.0089

Results
free energy: -215748.936 eV
free energy less fixed offsets of O -568.88, Si -635.61 eV per atom: 9.874 eV

The program warned: the cutoff lies below the one the program advises for these potential files; the forces do not sum to zero within the program's tolerance; the exchange-correlation potential is rough where the density is thin.
